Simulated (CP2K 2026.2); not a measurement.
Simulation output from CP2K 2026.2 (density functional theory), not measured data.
Periodic cell of 432 atoms, Si324O108, from a study of silicon, its oxide and their interface. The atomic structure is a simulated model.
Doubt: the forces sum to 1.68 eV/angstrom along one axis rather than to zero, so they err by at least 0.0039 eV/angstrom per atom on average; the grid cutoff is modest.

Settings
functional: PBE
method: Gaussian and plane waves
basis set: DZVP-MOLOPT-SR-GTH
pseudopotentials: GTH-PBE
grid cutoff: 300 Ry, relative cutoff 40 Ry
k points: Gamma only
occupations: fixed
spin: none
net charge: 0

Cell vectors (angstrom)
a	16.32	0	0
b	0	16.32	0
c	-2.7622	5.2482	29.6563

Atoms and the computed forces on them: element, x, y, z (angstrom), force x, y, z (eV/angstrom)
Si	1.675	-1.624	-0.015	-0.282	0.159	0.716
Si	3.87	1.674	0	0.186	-0.316	0.728
Si	1.513	3.781	0.17	-0.055	0.278	0.706
Si	4.254	6.744	0.131	-0.28	0.147	0.757
Si	1.166	-6.495	0.076	0.086	-0.2	0.77
Si	3.778	-3.887	0.325	0.081	-0.001	0.728
Si	6.91	-1.827	-0.039	-0.237	0.523	0.539
Si	9.806	1.081	-0.006	-0.174	0.139	0.739
Si	6.461	4.457	-0.019	0.274	-0.31	0.704
Si	9.223	6.985	-0.092	0.303	-0.198	0.725
Si	7.05	9.27	0.067	-0.157	0.173	0.757
Si	-6.947	-3.891	0.043	0.276	-0.32	0.633
Si	-4.295	-1.134	0.127	0.155	-0.073	0.756
Si	-1.542	1.624	0.143	0.131	-0.218	0.723
Si	-3.74	3.881	0.075	-0.245	0.159	0.69
Si	-1.485	7.026	0.285	0.035	-0.095	0.693
Si	-3.746	-7.141	-0.037	-0.229	0.183	0.725
Si	-1.145	-4.401	0.057	-0.082	0.25	0.743
Si	2.779	-0.004	1.283	0.004	0.01	-0.034
Si	5.443	2.789	1.303	-0.013	0.017	-0.064
Si	2.652	5.498	1.321	0.029	-0.026	-0.05
Si	5.46	8.221	1.45	0.008	0.001	-0.023
Si	2.601	-5.412	1.569	-0.021	-0.009	-0.049
Si	5.423	-2.754	1.495	-0.002	0.014	-0.036
Si	8.072	-0.043	1.144	0.004	-0.02	-0.041
Si	-5.41	2.721	1.297	-0.013	-0.026	-0.064
Si	8.131	5.453	1.303	-0.015	0.021	-0.072
Si	-5.431	8.092	1.21	-0.018	-0.006	-0.062
Si	8.228	10.834	1.345	0.002	0.006	-0.04
Si	-5.424	-2.736	1.386	0.011	0.014	-0.038
Si	-2.714	0.028	1.391	-0.012	0	-0.056
Si	0.006	2.677	1.537	0.004	0.004	-0.041
Si	-2.678	5.42	1.477	0.011	0.004	-0.034
Si	0.054	8.26	1.466	0.008	0.034	-0.052
Si	-2.715	-5.524	1.361	0.006	-0.006	-0.056
Si	0.001	-2.721	1.279	0.016	-0.016	-0.064
Si	1.397	1.263	2.751	0.023	-0.007	0.026
Si	4.052	4.122	2.688	-0.002	0.013	0.048
Si	1.367	6.825	2.756	0.007	-0.008	0.018
Si	4.066	9.544	2.787	0.004	-0.004	0.012
Si	1.26	-4.012	2.831	-0.022	0.028	0.046
Si	4.103	-1.296	2.752	-0.041	-0.015	0.027
Si	6.809	1.364	2.591	0.005	-0.021	-0.003
Si	9.511	4.072	2.632	0.013	0.019	0.003
Si	6.814	6.801	2.752	-0.006	-0.017	0.038
Si	9.604	9.478	2.667	-0.001	-0.025	0.036
Si	6.825	12.163	2.741	0.011	-0.023	0.013
Si	-6.879	-1.36	2.647	-0.001	0.033	0.04
Si	-4.075	1.397	2.74	-0.014	0.004	0.05
Si	-1.326	4.089	2.842	0.003	0.001	0.026
Si	-4.134	6.775	2.708	0.004	0.028	0.028
Si	-1.368	-6.781	2.816	-0.012	0.014	0.056
Si	-4.056	-4.115	2.694	0.014	0.01	0.001
Si	-1.346	-1.378	2.675	0.001	0.002	0.023
Si	0.003	-0.053	4.093	0.008	-0.007	0.005
Si	2.734	2.712	4.058	-0.01	0.02	-0.011
Si	0.026	5.473	4.141	-0.011	-0.005	0.013
Si	2.735	8.152	4.123	-0.014	0.017	0.003
Si	-0.054	-5.4	4.18	0.01	-0.008	-0.002
Si	2.719	-2.674	4.103	0	-0.005	-0.012
Si	5.476	0.059	4.059	0.006	0.002	0.014
Si	8.161	2.703	3.996	-0.013	0.012	0.013
Si	5.428	5.439	4.081	-0.002	0.006	-0.006
Si	8.206	8.162	4.063	-0.006	0.003	0
Si	5.447	10.873	4.127	0.011	0.008	0.019
Si	8.154	-2.732	4.061	0.003	0.009	-0.004
Si	-5.483	0	4.025	-0.009	-0.004	-0.016
Si	-2.725	2.722	4.133	0.001	-0.017	-0.003
Si	-5.48	5.418	4.059	0.004	-0.007	0.001
Si	-2.755	8.135	4.089	0.02	-0.015	-0.012
Si	-5.416	-5.461	4.062	-0.005	-0.018	-0.003
Si	-2.711	-2.732	4.048	0.005	-0.009	0
Si	1.304	-1.411	16.342	0.001	-0.014	0.004
Si	4.088	1.368	16.264	-0.004	-0.002	0.011
Si	1.355	4.053	16.337	0.002	-0.002	0.004
Si	4.075	6.755	16.322	0.007	0.007	0.004
Si	1.399	-6.771	16.326	0.004	-0.01	0.014
Si	4.09	-4.045	16.3	-0.004	-0.015	-0.008
Si	6.797	-1.363	16.354	-0.004	-0.003	0.01
Si	-6.835	1.357	16.326	0.008	0.009	0.008
Si	6.827	4.108	16.333	-0.001	-0.001	0.015
Si	-6.763	6.821	16.288	-0.006	0.002	-0.001
Si	6.754	9.486	16.234	0.007	0.003	0.019
Si	-6.827	-4.064	16.259	0	-0.001	0.01
Si	-4.05	-1.303	16.313	-0.007	0.004	0.023
Si	-1.357	1.333	16.359	-0.006	-0.022	0.002
Si	-4.119	4.058	16.309	0.009	0.013	0.018
Si	-1.356	6.829	16.292	-0.001	-0.009	0.016
Si	-4.075	9.523	16.345	0	0.01	-0.006
Si	-1.358	-4.09	16.337	0.01	0.015	0.001
Si	2.72	-0.015	17.574	0.008	0.003	-0.045
Si	5.439	2.723	17.639	0.002	0.002	-0.027
Si	2.736	5.378	17.702	0.015	0.002	-0.012
Si	5.467	8.103	17.643	0.008	-0.015	-0.008
Si	2.759	-5.375	17.68	-0.012	0.003	-0.013
Si	5.433	-2.726	17.717	0.002	-0.002	-0.009
Si	8.149	0	17.725	0.002	0.007	-0.006
Si	-5.493	2.707	17.692	-0.01	0.016	-0.006
Si	8.225	5.494	17.671	-0.008	-0.009	-0.017
Si	-5.441	8.165	17.702	-0.004	-0.009	0.002
Si	8.074	10.884	17.544	0.015	0.017	-0.044
Si	-5.476	-2.652	17.573	-0.026	-0.012	-0.029
Si	-2.676	-0.024	17.773	0.015	-0.025	-0.001
Si	-0.012	2.709	17.713	-0.004	-0.001	-0.009
Si	-2.76	5.47	17.601	-0.001	0.021	-0.029
Si	0.042	-8.155	17.651	-0.008	-0.006	-0.033
Si	-2.709	-5.438	17.705	-0.003	-0.014	0.001
Si	-0.046	-2.774	17.779	0.02	0.018	-0.007
Si	1.393	1.296	18.977	0	-0.014	0.042
Si	4.115	4.041	19.078	0.002	0.006	0.045
Si	1.369	6.743	19.017	-0.014	0	0.034
Si	4.14	-6.796	18.936	0.013	-0.005	0.032
Si	1.393	-4.086	19.136	0.007	0.008	0.037
Si	4.041	-1.328	18.999	-0.016	0.012	0.061
Si	6.77	1.381	19.039	-0.003	0.013	0.055
Si	-6.774	4.146	19.075	0.012	-0.009	0.035
Si	6.872	6.82	19.063	-0.014	0.022	0.041
Si	-6.923	9.543	18.903	-0.021	-0.01	0.039
Si	6.792	-4.137	19.029	-0.003	-0.013	0.06
Si	9.526	-1.371	19.059	0.01	-0.011	0.043
Si	-4.12	1.351	19.04	0.007	0.002	0.023
Si	-1.44	4.11	18.97	-0.008	0.001	0.053
Si	-4.054	6.812	19.061	0.016	-0.005	0.046
Si	-1.297	-6.788	19.044	-0.002	0.002	0.049
Si	-4.142	-4.01	18.907	0.014	0.008	0.039
Si	-1.399	-1.457	19.236	-0.021	0.004	0.019
Si	0.29	-0.242	20.364	-0.217	0.013	-0.72
Si	2.962	2.397	20.326	-0.063	0.209	-0.756
Si	-0.277	5.634	20.295	0.191	-0.063	-0.731
Si	2.605	8.336	20.198	0.135	-0.248	-0.678
Si	0.337	-5.775	20.412	-0.269	0.331	-0.662
Si	2.521	-2.431	20.404	0.069	-0.214	-0.729
Si	5.177	0.218	20.334	0.214	-0.068	-0.75
Si	7.933	2.983	20.305	0.107	-0.142	-0.767
Si	5.754	5.203	20.333	-0.203	0.108	-0.731
Si	7.967	8.444	20.412	0.109	-0.203	-0.699
Si	5.675	-5.734	20.36	-0.104	0.105	-0.716
Si	8.387	-3.007	20.315	-0.098	0.18	-0.743
Si	-5.205	-0.243	20.393	-0.179	0.079	-0.733
Si	-3.043	3.013	20.285	0.043	-0.084	-0.748
Si	-5.196	5.286	20.448	-0.188	0.172	-0.71
Si	-2.391	-8.399	20.317	-0.213	0.081	-0.793
Si	-5.763	-5.17	20.078	-0.022	-0.018	-0.728
Si	-3.124	-2.616	20.488	0.288	-0.047	-0.65
Si	3.58	3.769	-4.003	0.153	0.065	-0.042
Si	7.651	6.987	-4.195	-0.108	-0.084	0.038
Si	-3.752	2.095	-4.004	0.028	0.085	-0.024
Si	0.997	-5.29	23.235	-0.087	0.018	-0.032
Si	6.538	-2.889	-2.864	-0.063	-0.073	0.239
Si	1.865	-3.195	-4.403	0.028	-0.023	-0.008
Si	4.705	1.111	-3.045	-0.006	0.121	0.008
Si	-0.968	1.408	-2.876	-0.058	0.074	0.104
Si	7.196	2.132	-4.295	-0.087	0.07	0.091
Si	3.111	-7.693	-2.143	0.1	0.141	0.119
Si	-3.106	-4.173	23.294	-0.031	0.072	-0.262
Si	0.735	-5.788	-5.114	0.012	-0.052	0.032
Si	-2.467	-2.56	-2.007	0.051	-0.066	0.152
Si	-6.923	-3.96	-3.008	0.04	-0.051	0.136
Si	1.626	4.323	22.328	0.056	-0.005	-0.08
Si	-4.159	-6.836	22.291	-0.035	-0.012	-0.045
Si	-1.451	1.34	22.456	0.008	-0.026	-0.059
Si	-6.334	7.306	22.623	-0.002	-0.007	-0.2
Si	7.024	-1.174	22.46	0.037	0.036	-0.128
Si	-4.259	-6.71	-3.125	0.024	-0.019	0.127
Si	6.203	4.672	-2.969	0.043	-0.076	0.078
Si	3.792	-4.341	22.509	-0.022	-0.014	-0.135
Si	-4.229	-3.704	-4.187	-0.094	-0.028	0.062
Si	0.221	-1.148	-2.717	0.094	-0.107	0.06
Si	-6.395	5.559	-2.92	-0.058	-0.025	0.141
Si	5.245	-5.557	-1.963	-0.017	-0.017	-0.053
Si	-1.504	-7.664	-4.271	-0.005	0.014	-0.047
Si	2.208	7.865	-4.992	0.055	0.085	-0.069
Si	-6.554	2.364	-2.798	0.07	0.052	-0.003
Si	-7.086	1.111	22.472	-0.035	-0.069	-0.195
Si	4.338	-1.626	-4.283	0.016	-0.036	-0.046
Si	0.658	3.993	-2.806	0.011	-0.124	0.131
Si	-0.901	6.399	-2.549	-0.017	-0.076	0.17
Si	-3.666	4.949	-2.88	0.08	-0.164	0.122
Si	-7.079	-6.878	-4.163	0.086	0.069	0.01
Si	3.891	6.564	22.335	0.042	0.01	-0.055
Si	1.36	-1.36	5.487	-0.01	-0.004	0.014
Si	4.104	1.386	5.436	-0.009	-0.01	0.012
Si	1.381	4.067	5.444	0.016	-0.002	0.011
Si	4.092	6.792	5.468	0.01	-0.014	0.01
Si	1.356	9.529	5.459	0.005	0.001	0.008
Si	4.081	12.261	5.445	-0.016	0.01	0.013
Si	6.802	-1.352	5.412	-0.009	-0.004	0.015
Si	9.506	1.363	5.401	0.004	0.003	0.009
Si	6.804	4.058	5.397	0.003	-0.005	0.009
Si	-6.801	6.789	5.441	0.003	0.004	0.017
Si	6.828	9.504	5.442	-0.001	-0.019	0.006
Si	-6.789	12.233	5.41	-0.008	-0.004	0.011
Si	-4.1	-1.362	5.384	0.003	0	-0.004
Si	-1.353	1.337	5.441	0.004	0.005	0.014
Si	-4.104	4.087	5.446	0.004	0.009	0.018
Si	-1.377	6.807	5.465	-0.018	0.002	0.016
Si	-4.083	-6.807	5.453	0.006	0.009	0.008
Si	-1.404	-4.05	5.503	0.001	0.002	0.018
Si	2.733	0.024	6.802	-0.003	0.003	0
Si	5.456	2.728	6.802	-0.002	0.002	-0.003
Si	2.728	5.428	6.814	0.001	-0.003	0
Si	5.46	8.154	6.808	0.001	-0.002	0.007
Si	2.725	10.889	6.805	0.001	0.003	0
Si	5.442	-2.698	6.794	-0.004	0.011	0.002
Si	8.16	0.002	6.778	-0.005	-0.004	-0.003
Si	-5.46	2.714	6.787	0.001	0	-0.001
Si	-8.17	5.424	6.78	0.001	0.002	0.003
Si	-5.444	8.152	6.805	0.005	-0.002	-0.003
Si	-8.149	10.886	6.791	0.003	0.001	-0.003
Si	-5.436	-2.724	6.775	-0.003	-0.006	-0.003
Si	-2.736	-0.017	6.777	0.007	0.002	-0.004
Si	0.003	2.712	6.796	0.004	-0.003	-0.001
Si	-2.733	5.437	6.811	-0.005	0.005	0
Si	-0.009	8.169	6.816	-0.006	0	-0.005
Si	-2.746	-5.442	6.831	-0.003	0.003	0.002
Si	-0.007	-2.713	6.838	0.002	-0.005	0.005
Si	1.364	1.368	8.166	0.005	0.009	-0.001
Si	4.09	4.077	8.17	-0.001	0.01	0.001
Si	1.356	6.793	8.161	0.003	-0.007	-0.012
Si	4.09	9.522	8.155	-0.002	0.003	-0.01
Si	1.359	-4.085	8.173	-0.008	0.001	0.001
Si	4.082	-1.348	8.16	-0.001	-0.009	-0.002
Si	6.805	1.354	8.153	0	0.001	-0.004
Si	-6.808	4.076	8.152	-0.004	-0.003	-0.005
Si	6.806	6.785	8.161	-0.007	-0.006	-0.002
Si	-6.8	9.522	8.16	-0.002	-0.006	-0.008
Si	6.804	-4.07	8.146	0.001	0	-0.007
Si	-6.799	-1.361	8.137	0.001	0.01	-0.008
Si	-4.088	1.354	8.139	-0.001	0	-0.005
Si	-1.362	4.072	8.156	-0.01	-0.006	-0.004
Si	-4.082	6.803	8.171	0.004	0.006	-0.001
Si	-1.367	-6.796	8.176	0.005	0.012	0
Si	-4.1	-4.073	8.172	0.009	-0.012	-0.005
Si	-1.377	-1.349	8.171	0.002	-0.009	-0.004
Si	-0.005	0.008	9.521	-0.004	0.005	-0.002
Si	2.72	2.724	9.529	0.009	0	-0.002
Si	-0.003	5.433	9.523	-0.001	0.006	-0.001
Si	2.721	8.16	9.51	-0.001	0	-0.002
Si	-0.006	-5.439	9.53	0.003	-0.013	0
Si	2.719	-2.713	9.516	-0.008	-0.003	-0.002
Si	5.443	0.004	9.521	-0.005	0.006	0
Si	-8.161	2.716	9.513	-0.003	0.002	-0.001
Si	5.442	5.438	9.526	0.002	-0.007	0
Si	-8.158	8.157	9.514	0	-0.004	-0.003
Si	5.446	-5.433	9.511	-0.002	0.004	0.002
Si	-8.159	-2.712	9.51	0.002	0	-0.001
Si	-5.442	-0.004	9.505	0.002	-0.007	-0.002
Si	-2.727	2.712	9.509	0.006	-0.003	0.002
Si	-5.446	5.436	9.514	0.004	0.006	-0.003
Si	-2.72	8.158	9.533	-0.002	0.003	-0.001
Si	-5.449	-5.438	9.529	-0.003	0.009	-0.001
Si	-2.73	-2.717	9.525	0.005	-0.006	0.001
Si	1.356	-1.358	10.877	0.003	-0.009	0.002
Si	4.077	1.358	10.881	-0.001	0.002	0.001
Si	1.357	4.079	10.892	0.004	-0.001	0
Si	4.079	6.803	10.876	0.002	-0.005	0
Si	1.353	9.51	10.875	-0.008	0.01	-0.003
Si	4.077	-4.079	10.87	-0.003	0.002	-0.001
Si	6.801	-1.356	10.879	-0.003	0.001	0.004
Si	-6.795	1.359	10.867	-0.001	0.001	0
Si	-9.523	4.069	10.876	-0.006	0.004	0.004
Si	-6.801	6.797	10.875	0.004	0.001	0.001
Si	-9.517	9.523	10.872	0.001	-0.006	0.001
Si	-6.806	-4.07	10.882	-0.002	-0.009	0.003
Si	-4.09	-1.358	10.882	0.002	0.003	-0.001
Si	-1.369	1.362	10.882	0.001	0.002	0.001
Si	-4.079	4.08	10.872	-0.006	-0.001	-0.003
Si	-1.359	6.792	10.889	0.008	0.002	0.002
Si	-4.078	9.526	10.884	0.007	-0.003	0.004
Si	-1.365	-4.073	10.881	0.003	-0.001	0.001
Si	2.714	0.001	12.239	0.004	0.007	-0.005
Si	5.436	2.713	12.24	-0.007	-0.004	-0.001
Si	2.721	5.448	12.242	0.005	0.006	0.006
Si	5.442	8.162	12.23	0	0.013	0.006
Si	2.709	10.876	12.222	-0.009	-0.018	-0.001
Si	5.426	-2.716	12.231	-0.003	-0.01	0.007
Si	8.168	0.008	12.233	0.005	0.007	0.004
Si	-5.44	2.723	12.227	0.011	0.008	0
Si	-8.165	5.432	12.226	-0.01	-0.011	0
Si	-5.436	8.156	12.232	-0.004	0.002	0.001
Si	-8.162	10.886	12.235	0.003	0.012	0.003
Si	-5.444	-2.716	12.249	0	-0.001	0.007
Si	-2.729	0	12.24	-0.002	-0.008	0.004
Si	-0.01	2.714	12.25	-0.001	-0.002	0.006
Si	-2.715	5.427	12.246	0	0.003	0.002
Si	-0.001	8.156	12.249	0.006	-0.006	0.006
Si	-2.719	-5.429	12.243	0.006	0.003	0.003
Si	-0.003	-2.716	12.239	0.004	0.002	0.002
Si	1.346	1.344	13.605	0.001	-0.009	-0.006
Si	4.079	4.079	13.593	-0.002	0.001	0
Si	1.362	6.799	13.614	0.004	0.002	0.004
Si	4.063	9.513	13.577	-0.001	0.006	0
Si	1.357	-4.085	13.589	0.003	-0.003	0
Si	4.069	-1.358	13.602	-0.011	-0.009	-0.001
Si	6.802	1.357	13.596	0.002	0.001	-0.003
Si	-6.808	4.074	13.585	-0.001	0.006	-0.004
Si	6.802	6.793	13.585	0.005	-0.001	-0.002
Si	-6.789	9.526	13.584	0.002	-0.002	-0.004
Si	6.785	-4.075	13.585	-0.007	-0.008	-0.003
Si	9.523	-1.343	13.605	-0.003	0.005	0
Si	-4.082	1.374	13.593	-0.003	0.004	0
Si	-1.363	4.067	13.624	0.003	-0.004	0
Si	-4.075	6.798	13.593	-0.003	-0.003	-0.003
Si	-1.358	9.532	13.601	-0.004	0.005	-0.007
Si	-4.076	-4.072	13.61	0.004	-0.002	0
Si	-1.368	-1.362	13.599	0.001	0.003	0.004
Si	-0.015	-0.019	14.976	0.009	0.002	-0.012
Si	2.706	2.72	14.94	0	-0.003	-0.013
Si	0.005	5.434	14.973	0.004	0.006	-0.002
Si	2.733	8.157	14.972	0.004	0.01	-0.008
Si	0.009	-5.437	14.967	0.001	-0.005	-0.005
Si	2.696	-2.719	14.957	0.002	0.013	-0.008
Si	5.453	-0.013	14.955	0.01	0.009	-0.012
Si	8.151	2.726	14.96	-0.011	-0.001	-0.01
Si	5.45	5.431	14.954	-0.002	-0.004	-0.007
Si	8.174	8.157	14.925	0.002	0	-0.013
Si	5.406	10.883	14.925	0.001	0.001	-0.013
Si	8.134	-2.698	14.937	0	-0.006	-0.006
Si	-5.436	0.032	14.962	0.004	-0.005	-0.002
Si	-2.724	2.698	14.988	-0.001	-0.001	-0.002
Si	-5.443	5.429	14.934	0.009	-0.008	-0.009
Si	-2.727	8.177	14.95	0.007	-0.007	0
Si	-5.433	-5.441	14.961	-0.005	-0.002	-0.005
Si	-2.715	-2.713	14.977	0	-0.002	-0.01
O	-5.077	1.795	-3.126	0.192	-0.365	-0.08
O	-6.802	-4.105	20.786	-0.111	-0.132	0.284
O	-3.065	-2.883	-3.454	0.415	0.298	-0.261
O	-7.562	7.912	21.743	-0.063	0.136	0.455
O	1.396	-1.337	20.909	0.019	-0.108	0.551
O	-1.954	-3.907	-1.273	-0.247	-0.366	-0.464
O	-1.772	-4.144	24.192	-0.18	-0.541	0.169
O	4.081	-0.329	-3.369	-0.313	-0.051	0.389
O	4.406	-4.789	-0.845	0.234	0.133	0.082
O	5.336	5.608	-0.286	0.049	-0.078	-0.216
O	-8.123	-2.798	-0.19	-0.063	0.054	-0.036
O	1.418	-6.971	20.65	0.115	0.139	0.502
O	2.688	2.75	-0.29	-0.2	0.123	-0.139
O	-6.469	-4.291	-1.473	0.257	-0.142	-0.148
O	-2.813	-3.518	21.826	0.168	-0.151	0.031
O	3.299	-3.014	21.717	0.291	0.243	0.259
O	-7.69	2.326	21.613	-0.028	0.27	0.202
O	-0.829	2.229	23.646	0.192	0.386	-0.223
O	-0.898	1.159	-1.272	0.475	-0.482	-0.074
O	5.227	5.942	21.684	0.395	-0.251	0.384
O	-5.177	-7.917	22.91	-0.011	0.039	0.259
O	8.117	8.14	-0.438	-0.029	0.236	-0.632
O	-0.657	6.386	-0.96	0.58	-0.436	0.144
O	-4.179	-5.235	-3.73	0.024	-0.071	0.075
O	1.946	-7.005	-1.255	-0.22	-0.075	-0.32
O	3.405	7.874	21.539	0.303	0.35	0.155
O	0.707	4.052	-1.202	-0.215	0.124	-0.031
O	2.099	3.753	-3.421	0.149	-0.223	-0.153
O	-4.153	-1.401	20.901	0.12	0.129	0.342
O	-4.196	-6.625	-1.511	-0.367	0.411	0.028
O	6.835	4.078	20.838	0.189	-0.197	0.552
O	6.557	6.231	-3.26	-0.256	0.258	0.558
O	4.943	-5.094	21.665	0.187	0.027	0.367
O	5.789	-0.538	21.639	-0.258	-0.041	0.186
O	6.849	4.109	-1.578	0.442	-0.533	-0.197
O	0.799	-6.567	24.212	0.046	-0.332	-0.261
O	0.761	-3.86	23.979	0.36	0.454	0.268
O	8.131	-0.034	22.682	0	-0.204	0.508
O	-6.588	3.971	-2.707	-0.014	0.032	0.267
O	0.753	-2.224	-3.774	-0.39	0.012	-0.343
O	6.797	-6.82	20.895	-0.108	-0.015	0.301
O	-2.643	2.74	-0.307	-0.012	0.045	-0.147
O	2.523	-5.319	22.704	-0.149	-0.473	-0.036
O	-0.7	7.89	-3.098	0.289	0.279	0.376
O	6.23	-1.964	-1.54	-0.452	0.117	-0.19
O	0.01	0.264	-3.476	0.3	0.079	-0.589
O	7.677	-2.409	21.652	-0.029	-0.35	0.554
O	0.285	4.835	21.597	-0.499	-0.39	0.267
O	-0.023	-5.345	21.958	-0.727	-0.033	0.292
O	6.436	-6.408	-1.29	0.426	0.111	-0.447
O	4.041	2.215	-4.04	-0.207	-0.204	-0.502
O	-6.669	6.327	-1.519	0.178	0.158	-0.027
O	2.198	2.985	21.636	-0.192	-0.274	0.295
O	0.012	-5.452	-0.445	0.146	0.164	-0.578
O	-5.803	0.472	21.729	0.124	0.176	0.254
O	-4.983	-6.008	21.205	0.197	-0.296	0.224
O	5.857	-2.132	-4.113	0.349	0.074	-0.473
O	3.319	-2.8	-3.823	0.228	-0.27	0.514
O	-6.821	6.916	24.116	-0.306	-0.455	0.034
O	-5.407	-0.059	-0.412	0.043	-0.133	-0.202
O	-1.321	6.784	20.819	0.126	-0.091	0.693
O	4.586	4.546	-2.992	-0.183	0.342	0.579
O	4.465	1.329	-1.467	0.375	-0.017	-0.077
O	1.44	-4.73	-4.097	0.333	-0.056	0.669
O	-4.891	5.835	-3.425	0.154	0.423	-0.528
O	-2.479	1.266	-3.438	-0.217	-0.188	0.075
O	-7.047	1.757	-1.384	-0.181	-0.095	-0.209
O	6.801	3.701	-4.126	0.258	0.302	-0.491
O	-4.117	4.117	20.872	0.023	0.206	0.15
O	8.034	-7.845	-3.674	-0.257	0.333	0.156
O	-1.212	-1.582	-2.133	-0.152	0.408	0.196
O	-3.422	3.674	-3.838	0.094	0.188	-0.308
O	2.729	5.475	22.208	-0.01	0.016	0.176
O	-0.669	-6.3	-4.508	-0.214	0.26	0.087
O	8.128	-2.975	-3.073	0.217	0.3	-0.109
O	-2.35	2.3	21.558	-0.124	-0.093	0.414
O	-2.372	0.197	23.141	-0.332	-0.144	-0.075
O	-4.257	-3.292	24.022	-0.347	0.171	-0.42
O	-7.574	1.893	-3.949	0.218	-0.256	-0.435
O	4.076	1.317	20.864	-0.186	0.157	0.345
O	2.769	-2.794	-0.359	-0.159	0.104	-0.615
O	-3.628	-1.838	-1.167	-0.006	-0.065	-0.395
O	1.226	-1.011	-1.455	0.204	0.567	-0.368
O	-5.72	-3.205	-3.79	-0.172	0.392	-0.428
O	-0.273	0.623	21.623	0.104	0.317	0.065
O	4.209	-6.599	-2.664	0.17	-0.022	-0.588
O	-0.384	2.854	-3.269	-0.255	0.207	-0.286
O	5.924	-4.401	-2.862	-0.212	-0.208	-0.533
O	-7.342	6.073	-4.112	0.343	-0.13	-0.309
O	-2.606	8.044	-0.347	0.052	-0.095	-0.522
O	2.439	7.886	-3.4	-0.291	-0.251	0.087
O	-7.335	-5.356	-3.705	-0.659	-0.126	-0.152
O	6.3	1.196	-3.317	0.252	-0.153	0.075
O	-2.934	-7.668	21.662	0.349	-0.132	0.727
O	0.134	5.427	-3.286	0.153	0.16	-0.431
O	-3.02	-7.487	-3.789	0.101	-0.078	-0.292
O	-5.76	6.016	21.807	0.099	0.001	0.096
O	3.798	7.484	-1.238	0.217	-0.068	-0.159
O	-0.942	-1.701	24.213	0.233	0.132	-0.477
O	6.522	-1.705	23.883	-0.236	-0.302	-0.095
O	-6.677	1.697	23.904	0.529	0.288	0.151
O	-4.105	4.526	-1.37	-0.526	0.292	-0.097
O	4.188	6.956	23.844	0.171	-0.097	-0.034
O	-2.384	5.889	-2.871	-0.026	0.331	-0.225
O	-5.668	-7.388	-3.542	0.027	-0.667	0.229
O	-3.564	-5.725	23.289	0.161	-0.19	0.396
O	4.374	-3.952	23.949	0.127	0.394	-0.068
O	1.305	4.037	23.857	-0.205	0.066	-0.061

Results
total energy: -82023.004 eV
total energy less fixed offsets of O -438.25, Si -107.07 eV per atom: -1.324 eV
